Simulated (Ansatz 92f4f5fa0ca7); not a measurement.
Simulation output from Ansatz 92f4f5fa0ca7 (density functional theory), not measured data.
Periodic cell of 189 atoms, Si117O72, from a study of silicon, its oxide and their interface. The atomic structure is a simulated model.

Settings
functional: r2SCAN
potential files: Ansatz norm-conserving
basis: plane waves
wave-function cutoff: 1300 eV
density cutoff ratio: 4
exchange-correlation grid ratio: 1
k mesh: 2 x 2 x 1, shifted by 0.5 0.5 0.5 of a step
self-consistency stop: 5e-08 eV per atom in the density residual
occupations: Fermi-Dirac, 0.05 eV
spin: none
net charge: 0

Cell vectors (angstrom)
a, 11.5939, 0.1192, 0.0425
b, -0.1996, 11.6698, 0.1767
c, 5.0695, 5.4821, 25.2681

Atoms: element, x, y, z (angstrom)
Si, 1.4998, 1.7867, 0.541
Si, 1.385, 4.9956, 0.3127
Si, 1.0625, 10.4052, 0.1449
Si, 5.2538, 0.9945, -0.1242
Si, 5.188, 6.0442, -0.1723
Si, 5.0876, 9.3263, 0.199
Si, 9.5922, 1.7308, -0.2048
Si, 9.3544, 5.8482, 0.1964
Si, 8.9873, 9.0733, 0.4442
Si, 3.5629, 1.5849, 1.5379
Si, 3.3907, 5.6264, 1.373
Si, 2.9895, 9.3977, 1.3458
Si, 7.3424, 1.6298, 1.0235
Si, 7.2392, 5.4597, 1.2385
Si, 6.9681, 9.4382, 1.4873
Si, 11.0104, 1.8532, 1.627
Si, 11.151, 5.5726, 1.732
Si, 10.9506, 9.6374, 1.7338
Si, 3.522, 3.5912, 2.6865
Si, 3.2008, 7.4032, 2.766
Si, 3.1469, 11.212, 2.9125
Si, 7.2759, 3.4732, 2.5178
Si, 7.1629, 7.2888, 2.7924
Si, 7.1323, 11.38, 2.8034
Si, 11.0943, 3.7915, 2.9804
Si, 11.1264, 7.5441, 2.862
Si, 10.8607, 11.521, 2.9804
Si, 1.5701, 3.5712, 4.1165
Si, 1.4437, 7.506, 4.2766
Si, 1.3442, 11.3724, 4.2216
Si, 5.4519, 3.4347, 4.1262
Si, 5.2604, 7.3813, 4.1813
Si, 5.2143, 11.3202, 4.2272
Si, 9.0584, 3.5633, 4.1579
Si, 9.1948, 7.3862, 4.1731
Si, 9.0261, 11.3999, 4.3077
Si, 1.5295, 1.5655, 5.3851
Si, 1.548, 5.363, 5.5668
Si, 1.2979, 9.3827, 5.5026
Si, 5.3885, 1.6457, 5.4518
Si, 5.3454, 5.4335, 5.4583
Si, 5.2633, 9.3739, 5.4399
Si, 9.1481, 1.6971, 5.5226
Si, 9.1986, 5.5886, 5.5317
Si, 9.0276, 9.3243, 5.5492
Si, 3.497, 1.596, 6.786
Si, 3.3957, 5.3779, 6.8156
Si, 3.3847, 9.3229, 6.8131
Si, 7.2759, 1.7188, 6.8345
Si, 7.2785, 5.4759, 6.8841
Si, 7.184, 9.3803, 6.9345
Si, 11.1645, 1.7275, 6.8315
Si, 11.1, 5.4646, 6.8274
Si, 11.0714, 9.3907, 6.9328
Si, 3.4582, 3.5093, 8.3517
Si, 3.3506, 7.3473, 8.0581
Si, 3.3065, 11.3098, 8.1778
Si, 7.2648, 3.5177, 8.3547
Si, 7.2673, 7.4171, 8.203
Si, 7.1223, 11.3212, 8.1557
Si, 11.1954, 3.5666, 8.3751
Si, 11.1658, 7.4482, 8.1505
Si, 11.0729, 11.3892, 8.2293
Si, 1.5203, 3.4234, 9.7698
Si, 1.4218, 7.365, 9.3711
Si, 1.3594, 11.3202, 9.5518
Si, 5.3729, 3.5523, 9.8087
Si, 5.3103, 7.4719, 9.467
Si, 5.1453, 11.3712, 9.4698
Si, 9.3229, 3.5231, 9.8097
Si, 9.2268, 7.3322, 9.4871
Si, 9.2031, 11.3183, 9.47
Si, 1.5393, 1.2975, 10.9742
Si, 1.563, 5.5543, 11.0414
Si, 1.4225, 9.2692, 10.7175
Si, 5.3146, 1.3827, 10.924
Si, 5.3154, 5.6379, 11.0672
Si, 5.2994, 9.3751, 10.7654
Si, 9.3066, 1.3941, 10.9484
Si, 9.2976, 5.6675, 11.133
Si, 9.1515, 9.3893, 10.6064
Si, 3.3709, 0.8878, 12.3874
Si, 3.4861, 6.1092, 12.4724
Si, 3.434, 9.2318, 12.2214
Si, 7.3797, 0.7326, 12.1168
Si, 7.3541, 6.3874, 12.2814
Si, 7.2544, 9.3347, 11.9315
Si, 11.2018, 0.7266, 12.1502
Si, 11.3067, 6.1917, 12.39
Si, 11.1117, 9.3107, 11.8704
Si, 3.3768, 11.4438, 17.5335
Si, 9.8184, 5.4141, 16.8523
Si, 7.6601, 5.2381, 15.1077
Si, 7.7963, 2.052, 14.9215
Si, 0.6117, 4.8987, 15.1984
Si, 8.0484, 9.8082, 17.8198
Si, 3.2721, 3.4715, 14.4711
Si, 5.3394, 2.4111, 16.7317
Si, 13.5841, 6.6205, 19.8359
Si, 15.4536, 4.4705, 23.573
Si, 6.7979, 9.1406, 21.7202
Si, 5.4009, 9.5835, 17.6249
Si, 11.011, 10.0735, 16.8369
Si, 6.7505, 11.4107, 19.6561
Si, 14.2807, 8.4819, 22.2438
Si, 10.7141, 0.892, 15.0856
Si, 13.6313, 1.6961, 20.0533
Si, 6.9668, 4.8261, 17.7134
Si, 14.8999, 4.0983, 20.8914
Si, 11.6761, 8.3739, 21.1518
Si, 13.4819, 10.5027, 20.235
Si, 16.5192, 11.207, 23.2866
Si, 6.5407, 7.5145, 19.1846
Si, 12.1699, 7.2926, 17.1232
Si, 5.0661, 1.5141, 20.5904
Si, 12.3629, 12.6358, 17.5366
Si, 9.5592, 8.8783, 23.1356
O, 0.1352, 10.0551, -1.2506
O, 1.4611, 3.3124, -0.1505
O, 15.0658, 12.908, 20.038
O, 1.0399, 5.9515, -1.0609
O, 6.7463, 9.738, 16.892
O, 6.4199, 7.9175, 20.8435
O, 4.9263, 4.8487, -1.3968
O, 6.1421, 12.883, 20.0589
O, 8.0273, 11.2122, 18.6836
O, 14.4372, 10.016, 21.4706
O, 10.0472, 5.5303, -1.2892
O, 1.8049, 3.7422, 15.0122
O, 11.9672, 6.8223, 20.5233
O, 16.9839, 9.8237, 22.5115
O, 9.0581, 7.3731, 0.2498
O, 8.1295, 3.6247, 15.1338
O, 12.6735, 6.373, 15.8943
O, 11.048, 10.8263, 12.6747
O, 4.2933, 3.2442, 15.7521
O, 3.3658, 10.8869, 12.8907
O, 3.4007, 7.7749, 12.8948
O, 9.4858, 9.5608, 17.1672
O, 3.3312, 2.0695, 13.5498
O, 7.4103, 7.9761, 12.6883
O, 7.0753, 5.6603, 13.7177
O, 5.2803, 8.0261, 18.2201
O, 7.3116, 1.6932, 13.3905
O, 9.1437, 1.076, 15.3482
O, 11.1606, 7.8896, 12.8698
O, -0.0659, 5.2406, 13.7011
O, 16.3725, 12.6026, 22.2892
O, 9.0591, 9.558, -1.0769
O, 4.4621, 1.1955, 17.4293
O, 14.9085, 8.0422, 23.5787
O, 10.1835, 8.7073, 21.6423
O, 3.6291, 4.7886, 13.5819
O, 1.212, 11.9874, -0.1852
O, 11.0806, 1.4932, 13.6591
O, 12.8981, 1.7934, 18.5891
O, 11.0162, 4.4681, 16.1233
O, 7.938, 8.3977, 18.7463
O, 4.1271, 10.203, 16.7836
O, 11.9989, 8.8077, 16.7447
O, 7.89, 8.8911, 22.7283
O, 13.6046, 2.9005, 20.9359
O, 8.6596, 4.6982, 17.7137
O, 13.38, 7.1457, 18.3686
O, 6.5569, 5.5171, 16.363
O, 10.9036, 10.9856, 15.4485
O, 5.1593, 7.7203, -0.4863
O, 15.1038, 5.682, 24.6837
O, 7.2701, 10.5439, 20.9106
O, 7.2841, 10.8218, 12.7247
O, 14.4824, 7.4564, 20.8913
O, 2.028, 11.9912, 16.6509
O, 16.3584, 3.3713, 20.6964
O, 14.2163, 10.7907, 18.8284
O, 6.6793, 5.8994, 18.9493
O, 6.5587, 1.7277, 15.9135
O, 11.5482, 11.1922, 18.0303
O, 15.0193, 5.0834, 22.2002
O, 5.524, 10.6089, 18.9314
O, 9.9565, 7.5552, 23.989
O, 12.2464, 9.4164, 20.138
O, 10.6602, 6.6097, 17.5646
O, 8.9818, 6.0784, 15.5311
O, 11.5051, 1.6859, 16.2409
O, 5.0887, 10.9703, -0.4295
O, 6.0706, 3.5051, 17.7819
O, 14.2258, 5.142, 19.7397
O, 12.7065, 8.4059, 22.4506
O, 12.7061, 11.9163, 20.8418

Results
free energy: -47192.309 eV
free energy less fixed offsets of O -463.61, Si -117.95 eV per atom: -12.239 eV
pressure: -2.50 GPa
stress xx, yy, zz, yz, xz, xy (GPa, positive in tension): 1.72, 5.83, -0.04, 0.37, 1.44, -0.88

Forces (eV/angstrom), in the order of the atoms: element, x, y, z
Si, -0.2517, -0.3384, -0.4968
Si, 0.1215, -0.6961, -1.2373
Si, -1.7483, -1.0562, -0.6191
Si, 0.2021, -1.2968, 0.8209
Si, -0.0259, -0.7237, 0.1744
Si, -0.8125, 0.4769, 0.0179
Si, -0.4324, -0.6208, -1.0159
Si, 0.9584, -1.7149, -0.0036
Si, 0.2814, -2.2527, 0.8367
Si, 0.0308, -1.0224, -0.4353
Si, 0.1109, -1.1982, -0.7319
Si, 0.708, 0.1087, -0.3403
Si, 0.2611, -0.9174, -0.4191
Si, -0.6969, 0.0432, -0.7606
Si, 0.7716, -0.9734, 1.1883
Si, 0.8864, 0.9827, 0.0537
Si, -0.2366, 0.4392, -1.7674
Si, -0.1051, -0.4391, -1.1362
Si, 0.53, 0.4054, 0.8406
Si, 0.3046, 1.093, 0.5136
Si, 1.6176, 0.5633, -0.4914
Si, -0.4564, 0.1627, 0.5861
Si, 0.3632, 0.8817, -0.1966
Si, 0.1662, 0.52, -0.1477
Si, -0.2022, -2.0414, 1.3208
Si, 0.8306, 0.8021, 0.9782
Si, 0.5769, 0.3448, 0.874
Si, -0.1452, -0.5648, -0.5978
Si, -0.6102, -1.8645, -0.5638
Si, -1.5951, -0.6423, 0.222
Si, -0.3795, 1.7485, -1.5682
Si, -0.3575, 0.1964, -0.9462
Si, -0.3341, 0.6145, -0.5984
Si, 0.5776, 0.943, -0.318
Si, -0.8935, 1.1806, -0.7451
Si, -0.8755, -0.2429, 0.5841
Si, 0.2039, 0.9774, 0.7952
Si, -1.2958, 0.9854, -0.9399
Si, 1.21, 0.8224, 0.6811
Si, 0.0682, -1.2884, 0.1858
Si, 0.1486, -0.6126, 0.3754
Si, 0.6515, -0.5298, 0.8299
Si, 0.6216, -0.369, -0.254
Si, -0.7351, -1.7802, -0.0451
Si, 1.0276, 0.5994, -0.0662
Si, -0.7064, 0.631, 0.2252
Si, 1.172, -0.2775, 1.0529
Si, -1.0703, 0.5573, -0.2206
Si, -0.265, -0.6679, 0.4361
Si, -0.3848, 0.0413, 0.2344
Si, -0.6099, -0.4654, -0.8317
Si, 0.1796, -0.1475, -0.2143
Si, 0.9155, -0.0862, 0.8996
Si, -0.9501, 0.6156, -0.5331
Si, -0.0247, -0.1946, -0.28
Si, 0.6441, 0.2619, 0.446
Si, -0.8065, -0.7109, -0.3876
Si, 0.6576, 0.697, 0.3759
Si, -0.1419, -0.3202, -0.0307
Si, 0.5348, 0.721, 0.839
Si, -0.0228, 0.3095, -0.3353
Si, -1.1387, -0.8285, -0.3635
Si, 0.3803, -0.0475, -0.7876
Si, 0.2305, 0.248, 0.2141
Si, 1.2298, -0.6011, 1.1806
Si, 0.6387, -0.7177, -0.4785
Si, -0.1761, -0.2478, 0.0417
Si, -0.6929, -1.022, 0.0313
Si, 0.928, -0.3984, 0.8128
Si, -0.9441, 0.1975, 0.0033
Si, 0.0832, 0.522, -0.2307
Si, -1.5788, 1.0924, -0.1827
Si, -0.162, 0.4844, 0.1981
Si, 0.3017, 0.6043, -0.5598
Si, 1.9336, 0.1758, -0.1601
Si, 0.3276, -0.22, 0.7191
Si, 0.9599, 1.1964, -0.2805
Si, -0.8434, 0.3583, -0.0152
Si, -0.0135, -0.4479, -0.6601
Si, 0.2933, -0.3927, 0.0931
Si, 0.2977, -1.0472, 0.5049
Si, 1.1394, -0.3683, -0.6147
Si, -0.1453, -1.3591, -0.1871
Si, -0.8795, 3.2933, -2.01
Si, -0.585, 0.1811, -1.336
Si, -0.9265, -1.2294, -0.4043
Si, 0.5004, 3.3912, -1.476
Si, -0.2724, 1.6331, 1.1989
Si, -0.6652, 1.979, 0.28
Si, -1.2418, -0.323, 2.1432
Si, -1.848, 1.2391, -0.6892
Si, 0.9997, 0.5927, -2.1516
Si, 0.2726, -0.6705, 1.6586
Si, 1.5661, -1.39, 0.1597
Si, 0.0295, -1.9266, -2.784
Si, 2.4433, -1.5299, 1.5743
Si, 1.1201, -1.1217, -0.1843
Si, -0.8954, 0.2549, -0.1551
Si, -2.4047, 0.526, 2.6509
Si, 0.5518, 0.8391, 4.1787
Si, -3.3696, 5.0399, -0.6807
Si, -3.4729, -0.3962, 1.9838
Si, -0.7079, 3.2835, 0.9131
Si, 0.2774, -1.3502, 0.6646
Si, -0.9869, 1.2947, -5.2333
Si, 0.2967, -0.3339, 1.1682
Si, 0.3293, -7.8704, -1.9616
Si, 1.2022, 1.1217, 2.432
Si, -1.7536, 0.545, -1.4887
Si, 1.0973, -3.4294, 1.0084
Si, -1.7088, 1.5957, 1.8979
Si, 0.0134, 0.6214, -4.4172
Si, 1.3404, 0.5735, 0.6291
Si, 0.2657, -2.5494, 2.9303
Si, -7.1461, 2.7715, 3.887
Si, -4.3285, -3.3113, -4.0432
Si, -1.728, 1.2009, -0.5628
O, -0.3133, -0.2131, -0.3103
O, -0.1278, 1.3252, 0.5159
O, -1.0537, 0.5763, 0.4161
O, 1.9354, -0.4924, 2.7793
O, 2.1107, 0.4147, -2.5846
O, -0.7397, -2.5228, -3.7146
O, -0.1861, -0.2512, 0.1868
O, 5.2902, -1.77, -3.0277
O, -0.0817, 0.1793, -1.256
O, 0.4665, -1.6355, 0.3828
O, -1.7617, -0.4023, 1.4414
O, -2.1339, 1.32, 0.7286
O, 1.1357, 0.9606, -0.2807
O, 0.3902, 0.0722, -0.2969
O, -0.2317, 4.3323, 0.0546
O, -0.6274, 0.8584, -0.6525
O, 1.2163, 1.5539, 0.4064
O, 0.1237, -1.8884, -0.4135
O, 0.4058, -0.2212, -0.2649
O, -0.2671, -0.4118, 0.0972
O, 0.1774, -2.4368, 1.3079
O, 0.8265, 0.6478, -0.5179
O, 0.0346, 0.2989, 0.5439
O, -0.0461, -2.0335, 1.6301
O, -0.2522, -0.0414, -0.3633
O, 0.602, 1.244, 0.2874
O, 0.4368, 0.9674, 2.4731
O, -3.261, 1.6544, -0.6681
O, 0.1132, -0.4433, -1.586
O, 0.7569, -0.5626, 1.5374
O, 0.524, -1.0392, 0.0253
O, 0.8003, 0.4163, -1.598
O, 0.7295, -0.3391, -0.5627
O, 1.2143, -0.8808, 3.4326
O, 0.3143, -0.0078, 0.3652
O, 0.1771, 1.5856, -0.612
O, 0.6548, 1.3937, 0.6998
O, 0.5331, -0.5305, -1.8366
O, 1.2559, 2.7509, 2.9244
O, -2.1922, -0.0575, 1.8141
O, -2.1599, 0.0348, -0.0047
O, 1.0429, -0.2298, 0.5051
O, -0.1698, 0.9028, -0.3793
O, 5.4462, -1.0707, 3.8082
O, 1.7812, 5.7516, 2.8233
O, -0.8803, -0.4577, 0.461
O, -1.9316, 0.8297, -3.6183
O, 0.7972, 0.3187, -3.3707
O, 0.145, -1.0841, 0.774
O, 0.0364, 0.0253, -0.1805
O, 0.1114, -0.3563, -0.6608
O, -0.8616, -0.5978, 0.6051
O, -0.1442, -0.7003, 0.2129
O, 0.8598, 0.8998, 0.8352
O, 2.4121, -0.5446, 0.5657
O, -0.6391, -1.3312, 0.2954
O, 0.6083, 0.0753, -0.0963
O, -0.0931, 0.2538, -0.0851
O, -0.1495, -0.24, 0.0371
O, -0.1189, -0.1407, -2.1721
O, -0.0525, -1.0918, -2.1777
O, -0.4082, -0.2112, -0.2138
O, -0.2483, 0.5608, -0.78
O, 1.0318, 1.6898, -1.7723
O, 1.507, 0.6016, -0.1531
O, 0.4723, -0.7055, 0.8638
O, 1.7723, -0.4133, 1.9173
O, -0.072, 0.8734, 0.324
O, -0.7421, -1.7633, -0.1066
O, 1.0776, -1.711, 1.1442
O, -2.3092, 0.1258, 0.61
O, 2.3219, 0.9417, -1.6869

The program warned: the forces do not sum to zero within the program's tolerance.
